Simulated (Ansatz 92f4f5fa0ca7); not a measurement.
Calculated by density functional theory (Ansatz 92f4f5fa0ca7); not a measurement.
Periodic cell of 224 atoms, Si128O64H32, with a vacuum gap, from a study of silicon, its oxide and their interface. The atomic structure is a simulated model.

Settings: functional r2SCAN; potential files Ansatz PAW; basis plane waves; wave-function cutoff 800 eV; density cutoff ratio 5; exchange-correlation grid ratio 1; k mesh 1 x 1 x 1, shifted by 0.5 0.5 0 of a step; self-consistency stop 1e-11 eV per atom in the density residual; occupations fixed; spin none; net charge 0; applied field sawtooth along c, amplitude +0.015 V/angstrom in the program's sign convention, ramp centred at 0.9878 of c and 0.0244 of c wide, no dipole correction.

Cell vectors (angstrom)
a 10.887 0 0
b 0 10.887 0
c 0 0 41.0272

Atoms: element, x, y, z (angstrom)
Si -1.0973 3.1296 22.6127
Si 6.8075 4.3765 14.902
Si 4.114 7.3992 24.0295
Si 3.8653 6.1045 18.6018
Si 3.9773 -1.2658 27.7847
Si 10.9633 2.8843 28.5005
Si -0.7917 4.7448 27.2301
Si 9.4723 11.2008 25.0016
Si 5.7786 1.096 26.9897
Si 4.6314 2.8045 21.6865
Si 2.4237 8.3333 26.4938
Si 1.9601 12.7931 27.4332
Si 8.4445 -5.0646 21.9086
Si 8.8838 3.1648 24.8019
Si 5.5456 8.1851 28.706
Si 9.0938 9.1835 27.4663
Si 1.5494 -0.0327 24.9897
Si 5.1973 2.78 28.5317
Si -0.0647 8.1862 28.7031
Si 2.6063 5.4744 28.7188
Si 1.0255 6.5787 27.4113
Si 8.1231 -0.0472 28.7318
Si 7.1257 7.3718 24.1462
Si 8.2799 5.6024 28.5341
Si 1.3358 4.1045 30.1119
Si 4.1059 1.4947 30.1945
Si 1.276 9.5809 30.0632
Si 4.1201 6.7863 29.9696
Si 6.8075 4.0977 29.7613
Si 9.5496 1.446 29.8741
Si 6.777 9.5725 30.1653
Si 9.505 6.8617 30.1145
Si -0.0757 0.0519 31.3752
Si 2.6961 2.7791 31.4983
Si -0.0203 5.4735 31.4334
Si 2.7272 8.1765 31.3212
Si 5.4314 0.0594 31.481
Si 8.1443 2.767 31.2384
Si 5.4755 5.3899 31.2858
Si 8.1551 8.1933 31.4704
Si 1.3424 1.3404 32.7487
Si 4.1288 4.1096 32.7698
Si 1.3941 6.8212 32.7454
Si 4.0574 9.518 32.7296
Si 6.8593 1.4084 32.7396
Si 9.4861 4.0728 32.6937
Si 6.7971 6.7494 32.707
Si 9.5304 9.5503 32.794
Si -0.0283 2.7055 34.0488
Si 2.7035 -0.0372 34.1006
Si 0.0347 8.1661 34.1317
Si 2.7588 5.4573 34.1132
Si 5.4778 2.7247 34.132
Si 8.1756 0.0199 34.1309
Si 5.444 8.1287 34.033
Si 8.1706 5.4216 34.0876
Si 1.3606 4.0334 6.8699
Si 4.1007 1.2956 6.9204
Si 1.3983 9.5021 6.9907
Si 4.1351 6.8096 6.9261
Si 6.8679 4.068 6.9663
Si 9.585 1.3424 6.9447
Si 6.8106 9.4589 6.8837
Si 9.5463 6.7594 6.9382
Si 0.0282 -0.0247 8.338
Si 2.6762 2.6322 8.2349
Si 0.0293 5.358 8.272
Si 2.7988 8.1328 8.3109
Si 5.4552 -0.1172 8.2639
Si 8.2536 2.6866 8.3026
Si 5.5157 5.4691 8.275
Si 8.1813 8.1395 8.2872
Si 1.3836 1.2887 9.7455
Si 4.103 4.021 9.429
Si 1.4286 6.7166 9.5632
Si 4.1382 9.4514 9.7391
Si 6.9181 1.2016 9.5172
Si 9.6248 3.9928 9.7239
Si 6.8655 6.802 9.7161
Si 9.552 9.4779 9.6619
Si 0.0424 2.6038 11.2027
Si -0.4483 -0.6919 13.7826
Si 0.0748 8.0628 10.9041
Si 2.8046 5.3158 10.8473
Si 5.4699 2.5882 10.6155
Si 6.7742 3.8903 11.9775
Si 5.5297 8.1498 11.1709
Si 8.2647 5.4044 11.0136
Si 0.3471 3.2555 18.2817
Si 2.7369 -0.1166 11.1056
Si 1.3349 9.3383 12.435
Si 1.9029 3.6902 22.6756
Si 7.6048 2.4108 13.6068
Si 2.9151 -1.1382 22.5415
Si 8.2082 10.8365 11.0707
Si 4.11 6.6309 12.2937
Si -1.3932 1.2512 12.6205
Si 3.4579 3.0802 13.457
Si -2.1437 8.4465 13.6891
Si -5.7838 15.6747 13.3417
Si 5.395 3.7625 17.5924
Si 6.9132 -1.3495 12.5959
Si 11.4858 5.6924 13.6084
Si 9.7054 6.7298 12.3626
Si -41.3811 11.6815 18.0152
Si -9.314 25.7665 12.3643
Si -9.648 5.5405 20.3185
Si -2.5089 20.7062 22.7668
Si 21.9895 9.7401 16.8369
Si -11.3834 -3.7327 20.1539
Si 25.6334 15.2191 24.9181
Si 10.9936 -11.8658 21.079
Si 0.2761 5.3573 15.957
Si -3.4949 -14.3363 27.3168
Si -17.5095 12.2182 12.152
Si -2.3741 -3.9293 15.5149
Si -6.4941 11.1323 20.2033
Si 3.4708 14.7212 27.3048
Si -5.1082 24.7051 24.4679
Si 4.163 -9.3943 15.9826
Si -3.6553 -11.5613 19.9482
Si -8.2293 0.2014 28.9484
Si -15.7755 26.756 20.1348
Si 2.3727 7.4317 16.5402
Si -1.3835 1.4255 20.0221
Si -4.9441 0.6176 13.636
Si -13.0971 8.1682 18.0496
Si 13.2032 7.4633 13.5458
O 3.0547 -42.9938 16.6776
O -10.2479 15.1807 19.4786
O 7.1388 -14.7304 25.7274
O -12.3997 -0.91 26.0434
O -25.0227 -15.6676 23.2777
O -23.486 -19.9942 25.6388
O -11.0292 22.2035 20.3447
O -1.2838 26.1125 25.6968
O -20.4998 8.5345 16.9005
O -24.9017 -12.8514 19.1364
O 16.4205 13.2561 22.9593
O 1.6849 -8.5483 18.1406
O 10.9726 11.1605 24.3738
O -27.7422 -8.614 17.1955
O -6.8013 -5.0999 24.1779
O 0.0591 10.3712 15.3467
O -5.6711 6.265 19.5001
O -12.2597 -25.6814 18.7871
O -7.4997 2.5623 15.0334
O 0.0448 -13.0935 20.0352
O -18.7036 -10.5984 19.2665
O 4.8812 12.6432 20.5028
O 12.4309 20.7158 21.74
O -7.658 -2.7005 22.9119
O -5.8233 -17.468 21.2702
O -8.2849 -4.8602 19.5951
O 8.09 8.5815 23.7464
O 14.4908 29.1225 17.5923
O -14.0054 29.2837 16.8643
O -7.8487 24.564 21.9583
O -23.1381 15.5428 22.1325
O -14.5221 22.4254 27.5053
O -23.3305 -3.8137 21.4013
O 20.0658 -8.6827 21.4162
O 17.1073 14.7479 18.9812
O 35.369 -11.1081 23.8704
O 18.2032 -11.815 21.5595
O 9.6533 41.9157 17.3411
O 12.5405 5.064 21.8328
O -16.9367 32.4349 26.8175
O -8.9802 1.2253 25.9352
O 5.6826 -0.4652 19.5272
O 5.2074 11.4712 15.133
O 5.7568 -9.2171 25.4795
O -18.8464 -3.144 15.059
O 9.8626 9.6788 22.1859
O 13.3228 -17.8845 24.2025
O -13.601 33.2644 19.5932
O -11.8177 -19.3935 18.7897
O -10.0855 -10.9227 17.8345
O 16.5229 -13.9689 23.7168
O 1.6275 -15.7847 16.6134
O -3.0777 -5.2227 14.8229
O -3.486 16.3156 20.7483
O -10.8855 -6.8755 16.8652
O 14.9511 10.3648 21.5945
O 31.728 -4.4447 16.0897
O 3.6091 -2.971 25.4589
O 8.4055 0.2037 23.7779
O 11.3961 13.7674 22.7021
O 6.4268 15.1535 16.4667
O 23.2134 -12.3163 25.8121
O 36.7563 15.6234 17.7362
O 7.2925 -29.1331 24.6547
H -0.8217 1.8563 34.9812
H 0.8117 3.5086 34.9812
H 3.5444 0.765 35.033
H 1.895 -0.8721 35.033
H -0.7778 7.3351 35.0642
H 0.8649 8.9795 35.0642
H 3.5878 6.2719 35.0456
H 1.9445 4.6281 35.0456
H 6.3135 3.5323 35.0644
H 4.6713 1.8878 35.0644
H 7.3784 -0.8257 35.0633
H 9.0232 0.8152 35.0633
H 6.2768 8.9394 34.9654
H 4.6254 7.3037 34.9654
H 9.0038 6.2318 35.02
H 7.3646 4.5842 35.02
H 2.1749 4.8627 5.9375
H 0.5206 3.2303 5.9375
H 4.9071 2.1325 5.9879
H 3.2597 0.4934 5.9879
H 2.2068 10.3369 6.0583
H 0.5681 8.6887 6.0583
H 4.9537 7.6346 5.9936
H 3.3061 5.9951 5.9936
H 6.0321 3.2604 6.0339
H 7.6738 4.9054 6.0339
H 8.7375 0.5471 6.0123
H 10.3785 2.1915 6.0123
H 7.6078 10.3046 5.9512
H 5.9777 8.6483 5.9512
H 8.7131 5.9491 6.0057
H 10.3588 7.5904 6.0057

Results
free energy: -118874.374 eV
free energy less fixed offsets of H -15.71, O -570.45, Si -639.56 eV per atom: 0.826 eV

Forces (eV/angstrom), in the order of the atoms: element, x, y, z
Si -0.0005 0.0005 0.0379
Si 0.0017 0.0118 0.0436
Si -0.0046 -0.0037 0.0485
Si 0.003 -0.0004 0.0414
Si -0.0092 -0.0038 0.0014
Si 0.0066 0.0093 -0.007
Si 0.0008 -0.003 0.0257
Si 0.006 -0.0089 0.0432
Si 0.0073 -0.014 0.0282
Si 0.0022 -0.0063 0.0492
Si -0.0135 -0.0063 0.0363
Si -0.0067 -0.0118 0.0203
Si -0.0025 -0.0073 0.0465
Si 0.0052 0.0067 0.033
Si 0.0055 0.0152 -0.014
Si 0.0085 -0.0001 0.0261
Si -0.0013 -0.0045 0.0489
Si -0.0057 -0.0039 -0.0109
Si -0.0063 -0.0036 -0.0211
Si -0.0144 -0.0022 -0.0154
Si 0.0096 0.0125 -0.0017
Si -0.0008 -0.0248 -0.0001
Si -0.0096 -0.0016 0.0523
Si 0.0076 0.012 -0.0096
Si -0.0015 -0.0093 0.0021
Si -0.013 -0.0102 0.004
Si 0.0023 0.0029 0.0134
Si 0.0085 0.0113 0.0148
Si -0.0008 0.0109 0.0145
Si 0.0145 -0.0146 0.0092
Si 0.0026 -0.0061 -0.0056
Si 0.0049 0.0041 0.0058
Si -0.0043 0.0027 0.0187
Si -0.0087 0.0057 0.0126
Si -0.0087 0.0154 0.0166
Si -0.0192 0.0202 0.0279
Si 0.0049 -0.0153 0.0069
Si 0.0175 -0.014 0.0459
Si -0.0279 0.0166 0.0349
Si -0.0071 0.0102 0.0107
Si 0.0082 0.0017 0.1661
Si -0.0034 -0.0114 0.1991
Si -0.0057 -0.0099 0.196
Si 0.035 0.0113 0.1587
Si -0.0297 0.0027 0.1981
Si 0.0227 0.0136 0.178
Si 0.0396 0.0345 0.1663
Si 0.0039 -0.0172 0.1847
Si 0.0059 0.0011 0.3767
Si -0.0318 0.0379 0.3293
Si 0.0143 0.1088 0.1598
Si 0.0574 0.1238 0.3139
Si 0.0711 0.069 0.1614
Si 0.0923 0.0125 0.3367
Si -0.0866 -0.0089 0.3485
Si -0.092 -0.0439 0.2726
Si -0.0729 -0.1361 -0.3263
Si -0.133 -0.1029 -0.2254
Si 0.0222 0.0194 -0.2035
Si 0.0938 -0.0319 -0.4037
Si 0.093 0.0582 -0.276
Si 0.0195 -0.0001 -0.3392
Si 0.0009 -0.0739 -0.2907
Si -0.0481 -0.0391 -0.1091
Si -0.0256 -0.0347 -0.1712
Si 0.002 -0.0088 -0.1931
Si -0.0184 0.0135 -0.1947
Si -0.0485 -0.0201 -0.1738
Si 0.0259 0.0366 -0.2005
Si -0.0133 -0.0082 -0.1715
Si -0.0103 -0.0004 -0.1653
Si 0.0187 0.0044 -0.1842
Si 0.0092 0.0159 -0.034
Si 0.0126 -0.0086 -0.0061
Si 0.0093 -0.0097 -0.0161
Si 0.023 -0.0112 -0.0371
Si -0.0037 0.0078 -0.0105
Si 0.0029 -0.0037 -0.0234
Si 0.002 -0.0128 -0.0231
Si 0.0064 -0.007 -0.0194
Si -0.0018 0.0057 -0.0141
Si 0.011 0.0096 0.0126
Si -0.0036 -0.0001 0.0002
Si 0.0025 -0.0007 0.0035
Si 0.0031 0.0094 0.0069
Si -0.018 -0.0207 0.0201
Si 0.0063 -0.0121 -0.0131
Si -0.0016 0.0033 -0.0161
Si -0.004 -0.0063 0.0457
Si -0.0003 0.0084 -0.0169
Si -0.0076 -0.0212 0.0094
Si 0.0066 -0.0088 0.0491
Si 0.0152 0.0054 -0.0115
Si -0.0002 -0.006 0.0516
Si -0.0005 0.0033 0.005
Si -0.0075 -0.0157 0.0145
Si -0.014 -0.0083 0.0083
Si -0.012 -0.0162 0.0085
Si -0.008 -0.0071 -0.0113
Si 0.0118 0.0161 -0.0034
Si 0 0.0039 0.0419
Si 0.0094 0.0108 0.0115
Si -0.0033 -0.0047 -0.0082
Si 0.0178 0.0087 0.0157
Si 0.0049 0.0007 0.0414
Si 0.0114 0.011 0.0094
Si 0.0004 -0.0002 0.0392
Si -0.0004 0.0024 0.0496
Si 0.0025 0.0013 0.0436
Si 0.0008 0.002 0.0336
Si 0.0088 0.0048 0.0265
Si 0.0016 0.0026 0.0445
Si -0.0062 -0.0118 0.0362
Si -0.0096 -0.0012 0.0238
Si 0.0156 0.0083 0.0108
Si -0.0091 -0.0157 0.0305
Si 0.0062 -0.0001 0.0435
Si 0.0087 0.0037 0.0123
Si -0.0022 -0.0025 0.0346
Si -0.0083 -0.0045 0.0436
Si -0.0023 0.0078 0.0415
Si 0.0124 0.0021 -0.0155
Si 0.0043 0.0003 0.0454
Si 0.0044 0.0062 0.034
Si -0.0022 0.0003 0.0444
Si -0.0149 -0.01 0.0092
Si -0.0001 0.003 0.0502
Si 0.0108 0.0122 0.0125
O 0.0116 0.0068 -0.0229
O -0.0018 -0.0103 -0.022
O -0.0012 -0.0027 -0.041
O 0.0025 0.0177 -0.0293
O 0.0071 -0.0051 -0.0276
O -0.0011 0.003 -0.0179
O -0.0009 0.0053 -0.0164
O -0.0102 -0.0119 -0.0314
O 0.0026 -0.004 -0.0122
O 0.0074 -0.0111 -0.0252
O -0.0058 -0.0046 -0.0396
O 0.002 -0.0009 -0.0118
O -0.0033 0.0014 -0.0171
O -0.0033 -0.0029 -0.0207
O 0 0.005 -0.0173
O -0.0086 0.0014 -0.0394
O -0.0093 0.0031 -0.0189
O -0.0096 0.0053 -0.0253
O -0.0012 0.0104 -0.0259
O -0.0037 -0.0078 -0.0183
O -0.0137 0.0036 -0.0274
O -0.0017 -0.0065 -0.0203
O -0.0108 -0.0013 -0.0193
O -0.0041 0.009 -0.0236
O 0.0063 0.0104 -0.0242
O 0.0093 0.0034 -0.0204
O 0.0041 0.0043 -0.022
O -0.0113 0.0064 -0.0224
O 0.0035 -0.0067 -0.0339
O 0.0046 0.0015 -0.0156
O -0.0005 0.0107 -0.0186
O -0.0153 0.0152 -0.013
O 0.0122 0.0049 -0.0225
O 0.0003 -0.0113 -0.0336
O -0.0053 -0.0068 -0.0321
O 0.0083 -0.0051 -0.0289
O -0.0051 0.0017 -0.0336
O 0.0074 0.0031 -0.0221
O -0.0059 0.0136 -0.0329
O 0.0105 0.0159 -0.0102
O -0.0051 -0.0068 -0.0252
O 0.0028 -0.0015 -0.0137
O 0.0131 -0.0025 -0.022
O 0.0006 0.0106 -0.0207
O -0.0043 -0.0027 -0.0299
O 0.0112 -0.0002 -0.0223
O -0.0078 -0.0023 -0.0282
O -0.0002 -0.0018 -0.012
O 0.0092 0.0092 -0.0227
O -0.0057 -0.0097 -0.0204
O 0.0071 0.0027 -0.0181
O -0.0084 -0.0026 -0.0205
O 0.0017 0.0087 -0.0073
O -0.0115 -0.0032 -0.0224
O 0.0001 0.0165 -0.0307
O 0.0094 0.0099 -0.0284
O -0.0048 0.0008 -0.0217
O 0.0183 -0.0089 -0.037
O -0.0056 -0.0072 -0.0252
O 0.0009 0.0022 -0.0154
O 0.0044 -0.0011 -0.0354
O -0.0049 0.0177 -0.0217
O 0.0028 -0.0085 -0.0176
O -0.0016 -0.0006 -0.0112
H 0.2927 0.4308 -0.2524
H -0.3095 -0.1248 -0.287
H -0.2511 -0.182 -0.2983
H 0.3499 0.419 -0.2528
H 0.2289 0.2497 -0.3062
H -0.3906 -0.3793 -0.2333
H -0.4515 -0.3082 -0.1831
H 0.2138 0.194 -0.3019
H -0.3922 -0.3124 -0.2188
H 0.2178 0.2045 -0.3163
H 0.0963 0.344 -0.2695
H -0.3955 -0.3331 -0.1976
H -0.2059 -0.2463 -0.3115
H 0.3356 0.4087 -0.242
H -0.2592 -0.2331 -0.3224
H 0.3145 0.3798 -0.2485
H -0.1361 -0.2563 0.3096
H 0.3547 0.4197 0.1759
H -0.1911 -0.2228 0.3063
H 0.4555 0.2681 0.1653
H -0.3524 -0.3327 0.2619
H 0.2929 0.2193 0.2892
H -0.439 -0.3816 0.2251
H 0.231 0.1724 0.316
H 0.225 0.1982 0.3106
H -0.2843 -0.4564 0.2107
H 0.2503 0.1663 0.3045
H -0.2554 -0.4879 0.2498
H -0.2043 -0.1927 0.2994
H 0.522 0.2935 0.195
H 0.3391 0.372 0.2331
H -0.2045 -0.2954 0.2758

The program warned: the cutoff lies below the one the program advises for these potential files; the forces do not sum to zero within the program's tolerance; empty levels may hold ghost states of the PAW files; the exchange-correlation potential is rough where the density is thin.
